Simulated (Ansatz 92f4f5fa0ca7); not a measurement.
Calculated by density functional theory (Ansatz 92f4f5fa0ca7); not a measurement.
Periodic cell of 149 atoms, Si88O55N6, from a study of silicon, its oxide and their interface. The atomic structure is a simulated model.

Settings: functional r2SCAN; potential files Ansatz norm-conserving; basis plane waves; wave-function cutoff 1300 eV; density cutoff ratio 4; exchange-correlation grid ratio 1; k mesh 2 x 2 x 1, shifted by 0.5 0.5 0.5 of a step; self-consistency stop 5e-08 eV per atom in the density residual; occupations Fermi-Dirac, 0.05 eV; spin none; net charge 0.

Cell vectors (angstrom)
a  10.88  0  0
b  0  10.88  0
c  0  0  21.2388

Atoms: element, x, y, z (angstrom)
Si  -0.6192  0.7905  -0.838
Si  2.6349  5.1476  -0.8769
Si  0.0091  6.0226  -0.2578
Si  3.6331  8.5123  0.2389
Si  2.4451  3.0182  -0.1544
Si  6.4835  4.9339  0.6643
Si  5.0421  7.3526  -0.9028
Si  8.7364  8.1907  0.6533
Si  1.435  0.6142  0.9951
Si  4.0775  4.3333  1.12
Si  2.022  7.4007  1.7395
Si  4.8014  9.9699  1.5879
Si  6.2182  1.6345  1.1149
Si  9.8734  4.372  1.3923
Si  7.2526  7.0669  1.6977
Si  9.8899  10.196  1.5443
Si  -0.0284  2.6365  2.6195
Si  2.7429  0.0226  2.6376
Si  0.0221  8.1953  2.7446
Si  2.7323  5.4566  2.7566
Si  5.3186  2.8476  2.7354
Si  8.1955  -0.0325  2.7565
Si  5.5593  8.1011  2.7726
Si  8.1702  5.2978  2.701
Si  1.36  4.08  4.0783
Si  4.08  1.36  4.0783
Si  1.36  9.52  4.0783
Si  4.08  6.8  4.0783
Si  6.8  4.08  4.0783
Si  9.52  1.36  4.0783
Si  6.8  9.52  4.0783
Si  9.52  6.8  4.0783
Si  0  0  5.4378
Si  2.72  2.72  5.4378
Si  0  5.44  5.4378
Si  2.72  8.16  5.4378
Si  5.44  0  5.4378
Si  8.16  2.72  5.4378
Si  5.44  5.44  5.4378
Si  8.16  8.16  5.4378
Si  1.3887  1.3217  6.6941
Si  4.0239  4.1117  6.7404
Si  1.3309  6.8259  6.8617
Si  4.096  9.4981  6.8552
Si  6.7998  1.3639  6.8181
Si  9.5259  4.0961  6.8179
Si  6.8126  6.8472  6.8179
Si  9.4828  9.5579  6.7993
Si  -0.2932  2.6344  8.3804
Si  1.6168  -0.782  7.7029
Si  0.1653  8.202  8.2014
Si  2.4066  5.2575  8.3425
Si  6.4325  2.7954  8.6942
Si  7.869  -0.4764  8.128
Si  4.9146  7.7652  7.8835
Si  8.6958  5.9905  8.2256
Si  1.4439  3.6802  9.6263
Si  3.8798  2.3299  9.0027
Si  0.9537  9.3128  10.323
Si  4.3719  6.3522  9.9217
Si  8.5221  4.4855  9.8136
Si  9.1725  0.5181  9.7585
Si  8.0862  10.8393  11.6842
Si  8.653  8.2654  10.2258
Si  0.6628  1.6235  16.5007
Si  4.3985  3.837  13.2234
Si  -0.0214  4.0795  11.9583
Si  5.1426  12.2763  11.6352
Si  7.0098  -3.0785  13.8027
Si  10.9187  8.3304  15.1878
Si  6.1363  5.5711  11.8833
Si  7.5378  -1.2583  19.1411
Si  12.6759  2.2223  13.8581
Si  1.0969  9.013  18.8788
Si  2.3385  10.107  16.0781
Si  11.4386  17.1882  17.3036
Si  3.5274  1.8209  18.1147
Si  -3.8437  -4.1619  17.7824
Si  -2.56  11.5469  16.9933
Si  5.5893  6.1801  14.8223
Si  2.6784  10.5228  12.4048
Si  15.3462  8.9295  14.4457
Si  -0.9454  7.1409  12.679
Si  1.5485  4.4517  18.6045
Si  -1.4576  5.2883  19.1956
Si  9.5929  2.7601  18.1735
Si  8.2381  -1.8502  16.6294
Si  5.4306  11.579  19.1539
O  7.5282  3.8112  0.3615
O  -0.8703  1.9826  19.5947
O  -0.6728  7.5751  0.5181
N  3.1264  3.331  19.4013
N  1.8199  6.3287  21.5025
O  -4.2373  6.269  16.2091
O  0.1609  9.8512  19.7465
O  -2.229  3.8433  18.9752
N  5.8671  1.265  -0.5367
O  1.2551  2.0713  2.0074
O  7.895  6.0638  19.0988
O  3.9447  6.1723  19.7539
O  2.2499  9.1693  -0.7282
O  7.8548  8.8958  20.6646
O  5.5066  1.6693  17.7276
O  1.4779  4.6268  10.9971
O  2.4061  2.3822  9.9831
O  7.6039  -0.3656  15.926
O  5.1202  2.3059  10.1426
O  3.444  9.4921  13.3766
O  1.7787  9.2868  11.6808
O  2.6774  6.4115  9.3158
O  5.3179  6.931  11.0327
O  7.5381  9.1469  10.7837
O  7.2487  4.7154  11.0503
O  9.5118  3.7085  11.0251
O  10.6774  -0.1377  10.1137
O  6.4024  11.3043  11.7484
O  5.0287  15.3562  14.6303
O  10.0518  8.3075  11.3027
O  10.3211  5.3878  12.7465
O  -2.3471  7.6908  13.2995
O  0.7632  2.8321  12.6613
O  3.7596  0.4117  11.1746
O  1.304  9.3309  15.0936
N  6.4138  6.3739  13.4242
O  4.2129  7.3659  15.0086
O  7.3634  -2.5489  15.3824
O  13.1456  0.7594  13.516
O  14.0718  3.1242  13.9281
O  12.6669  5.2062  17.2633
O  10.8558  7.6116  13.7978
O  4.7269  13.1872  12.6881
N  9.993  11.9971  17.0834
O  8.2354  2.2663  17.217
O  0.5988  -3.7976  15.9072
N  7.8517  -2.7011  17.887
O  -5.2268  8.656  13.3805
O  5.7952  -3.421  18.6541
O  4.1531  9.8042  15.8771
O  0.2852  14.1156  17.9104
O  1.1225  11.2169  15.9034
O  6.1856  -0.7705  18.7087
O  8.4467  -0.2103  18.5155
O  2.2658  9.5624  17.8096
O  0.9441  7.5048  18.562
O  4.5281  4.8588  12.0515
O  -0.7034  5.6376  17.741
O  -0.9618  9.2222  15.9649
O  2.3659  12.9769  17.0824
O  11.511  2.7104  15.0473

Results
free energy: -37552.164 eV
free energy less fixed offsets of N -289.75, O -463.61, Si -117.95 eV per atom: 64.486 eV
pressure: -1.18 GPa
stress xx, yy, zz, yz, xz, xy (GPa, positive in tension): 3.15, -1.37, 1.77, 0.14, 2.13, 0.4

Forces (eV/angstrom), in the order of the atoms: element, x, y, z
Si  2.3401  -7.5771  4.2274
Si  1.9047  3.6417  1.8434
Si  0.8265  1.0777  2.8053
Si  -4.9138  4.0901  0.0141
Si  1.1422  -1.2337  -0.4262
Si  -1.6548  1.1467  -0.1739
Si  1.7461  -4.4719  -6.2572
Si  0.7217  4.1599  -1.6818
Si  -1.8714  1.6334  -2.0036
Si  0.7893  -0.934  1.0663
Si  0.0367  -1.4  -1.996
Si  -0.6667  0.924  0.1355
Si  0.7778  -3.4316  -3.3192
Si  -0.3591  0.1625  -0.2984
Si  -2.1925  -1.607  -0.2074
Si  1.2931  -0.9595  -1.0076
Si  -2.6926  2.7356  2.4225
Si  2.6793  -2.0316  1.7994
Si  0.312  0.76  -0.2467
Si  1.0331  -0.096  0.4113
Si  -1.0681  0.9954  0.3625
Si  -1.7382  1.6351  0.3923
Si  -0.9233  0.3553  0.3856
Si  1.7931  -0.118  1.1837
Si  -0.7654  0.4924  0.0205
Si  -0.4902  0.1721  -0.3246
Si  0.2736  0.4339  0.2135
Si  0.3962  -0.4245  0.305
Si  -0.2579  -0.5246  0.2162
Si  -0.6605  0.0127  -0.097
Si  0.6299  0.0572  0.5397
Si  -0.1002  -0.3733  -0.1921
Si  -0.1575  0.0143  -0.4856
Si  0.3897  -0.2352  -0.3513
Si  0.3307  0.1195  0.1809
Si  0.2449  -0.2619  0.295
Si  -0.3496  0.067  0.2917
Si  0.2578  0.2884  0.4292
Si  0.6019  0.2174  0.2996
Si  0.2857  0.2606  -0.054
Si  -1.4444  0.4036  1.8299
Si  0.0643  0.605  1.8633
Si  0.4106  -1.5744  -1.2169
Si  -1.9307  1.4431  -0.3188
Si  0.2368  -0.874  0.7005
Si  -0.0393  0.3688  0.5858
Si  -0.0479  -0.3944  0.7864
Si  0.3833  -0.6882  -0.097
Si  -0.0208  -1.0636  -0.3894
Si  2.5425  0.1208  0.8084
Si  -1.1387  0.9416  0.3656
Si  -0.2312  -2.4183  -4.8593
Si  0.4205  1.1964  -0.3625
Si  -0.5843  0.3406  -0.7046
Si  1.7814  -1.1188  1.0948
Si  0.3605  1.0776  -1.5044
Si  -0.046  -0.5513  0.3531
Si  -2.9293  -0.754  0.2447
Si  -3.5514  2.024  -3.4419
Si  -1.4967  -0.6228  -4.5893
Si  -1.6948  -3.0517  3.3094
Si  2.2368  1.7587  -1.7636
Si  -2.8273  -1.1826  1.4
Si  2.3076  -1.9805  -1.7975
Si  -2.4526  6.5296  0.651
Si  -0.4469  -2.1983  4.4249
Si  2.2582  0.3444  -1.385
Si  -0.3555  -6.6149  -6.7863
Si  3.4371  6.1933  1.8787
Si  3.1758  2.2349  -0.7165
Si  -2.5102  2.1651  -0.921
Si  2.4112  -8.1035  2.8647
Si  -2.8087  5.4049  0.78
Si  6.1254  2.1315  1.6872
Si  -0.3523  -2.5237  2.5353
Si  5.8253  5.0746  -1.4507
Si  2.8798  0.9229  2.8073
Si  -1.8213  1.2167  2.5723
Si  2.9635  1.9282  0.6417
Si  -4.6178  -3.8457  4.645
Si  3.3952  -0.5931  -1.0873
Si  -1.2554  -1.0774  1.4244
Si  -1.0105  -0.9234  -1.401
Si  0.3436  -6.1216  0.5219
Si  -3.9404  0.8587  -1.0095
Si  -1.3434  -4.1914  -1.3557
Si  1.1861  1.4696  -8.8439
Si  -0.2046  1.5965  -0.4752
O  0.3426  -0.6116  0.0503
O  -0.9947  3.4506  -2.2552
O  1.1252  -3.6635  -2.6548
N  -2.0305  -0.1824  -2.2209
N  -3.7562  -0.7337  -1.9965
O  -1.4854  -1.6947  0.9658
O  -3.7982  3.2566  0.0306
O  2.8808  1.2829  -0.0988
N  0.3342  0.0776  0.6293
O  1.9608  -2.5058  -1.8159
O  0.8709  -0.5413  -1.0955
O  -0.8  -0.9302  1.5758
O  2.6143  -1.8951  0.2367
O  -0.402  1.0519  -2.398
O  -2.6614  -0.5511  1.8023
O  -4.029  -1.2041  0.6245
O  2.3308  0.468  -1.3933
O  1.8164  1.4589  3.7304
O  1.3558  -0.3718  0.2582
O  -0.5171  0.6869  -0.6386
O  0.0558  2.1405  0.5065
O  2.722  4.0137  4.806
O  2.3165  -0.7464  2.1543
O  -0.9369  2.8471  2.434
O  -1.1518  1.7219  1.059
O  0.8824  0.7948  -0.9344
O  1.0682  -2.1388  0.7485
O  1.0016  0.989  -0.2438
O  1.2548  3.0656  -0.682
O  -0.0071  -2.5044  1.2916
O  -0.8342  3.3318  -0.5073
O  0.0795  -0.5594  -1.9616
O  -0.636  0.2716  -0.6388
O  -0.5732  -0.8631  3.4582
O  2.234  -3.2949  -1.2335
N  -0.0032  -4.5088  -2.2647
O  3.1944  -2.0548  -0.5088
O  -0.4334  -1.2592  -3.1237
O  -0.668  -1.2595  -1.3952
O  -5.5534  0.0095  1.237
O  -0.1908  2.0566  -1.7296
O  1.4057  1.0969  -0.9347
O  1.5944  4.3965  3.7589
N  4.312  0.9234  0.1031
O  -3.7532  2.069  0.6547
O  0.2312  -3.4766  3.6947
N  1.9065  2.6595  2.4499
O  2.8559  1.5493  0.8311
O  -2.015  -1.3912  2.9105
O  -3.2605  0.7303  -1.5326
O  1.1701  1.5875  0.1975
O  4.6455  -2.8053  -0.7308
O  -6.3135  2.8201  0.7245
O  2.6542  2.9525  -2.1345
O  -1.2535  1.1902  -2.7534
O  -1.7362  -3.8747  -1.8856
O  2.5895  0.697  -0.9868
O  -4.6319  -1.6371  1.6765
O  -4.7971  -0.2947  2.2832
O  -0.7226  -0.6796  -0.7112
O  2.548  -3.0705  1.56
